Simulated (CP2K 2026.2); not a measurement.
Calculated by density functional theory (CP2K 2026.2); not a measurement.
Periodic cell of 504 atoms, Si360O144, from a study of silicon, its oxide and their interface. The atomic structure is a simulated model.
Doubt: the forces sum to 0.80 eV/angstrom along one axis rather than to zero, so they err by at least 0.0016 eV/angstrom per atom on average; the grid cutoff is modest.

Settings
functional: PBE
method: Gaussian and plane waves
basis set: DZVP-MOLOPT-SR-GTH
pseudopotentials: GTH-PBE
grid cutoff: 350 Ry, relative cutoff 50 Ry
k points: Gamma only
occupations: fixed
spin: none
net charge: 0

Cell vectors (angstrom)
a 16.32 0 0
b 0 16.32 0
c 6.6633 4.0339 34.1218

Atoms and the computed forces on them: element, x, y, z (angstrom), force x, y, z (eV/angstrom)
Si 1.28 15.26 0.429 -0.06 -0.244 0.697
Si 3.813 1.667 0.177 0.087 -0.079 0.775
Si 1.463 3.681 0.159 -0.039 0.204 0.792
Si 10.813 10.42 33.991 -0.122 0.31 0.746
Si 1.117 9.77 0.021 0.208 -0.192 0.726
Si 10.832 16.047 34.115 -0.057 0.224 0.79
Si 6.981 14.757 0.004 -0.096 0.161 0.831
Si 16.374 5.248 34.116 -0.17 0.164 0.761
Si 6.492 4.309 0.152 0.112 0.03 0.809
Si 9.998 6.444 0.071 -0.192 0.069 0.755
Si 13.181 13.927 33.842 0.104 -0.312 0.792
Si 15.92 16.613 34.034 0.075 -0.152 0.829
Si 18.639 19.362 34.119 0.168 -0.286 0.791
Si 15.149 0.854 0.195 -0.157 0.393 0.766
Si 12.284 4.232 0.18 0.041 -0.154 0.576
Si 14.879 7.072 0.238 0.025 -0.194 0.723
Si 12.641 9.215 0.093 -0.126 0.072 0.816
Si 15.196 12.011 0.06 -0.168 0.25 0.713
Si 2.769 16.471 1.648 0.047 0.026 -0.024
Si 5.358 2.799 1.512 -0.002 0.008 -0.042
Si 2.642 5.358 1.362 0 0.009 -0.078
Si 5.389 8.152 1.003 -0.004 -0.016 -0.043
Si 2.709 10.845 1.374 -0.014 -0.021 -0.041
Si 5.387 13.601 1.279 -0.013 -0.027 -0.037
Si 8.136 16.356 1.306 0.027 -0.012 -0.002
Si 10.936 2.704 1.357 0.015 -0.027 -0.034
Si 8.214 5.448 1.277 -0.037 0.007 -0.02
Si 10.991 8.118 1.371 0.01 0.009 -0.054
Si 8.131 10.904 1.165 -0.032 0.002 -0.059
Si 10.858 13.656 1.242 0.01 0.031 -0.063
Si 13.534 16.22 1.545 -0.047 -0.005 -0.059
Si 16.234 2.575 1.455 -0.023 -0.048 -0.066
Si 13.699 5.487 1.505 0.02 0.006 -0.027
Si 16.377 8.263 1.494 0.017 0.04 -0.034
Si 13.635 10.886 1.394 0.021 0.023 -0.059
Si 16.335 13.568 1.437 -0.025 -0.005 -0.031
Si 1.295 1.381 2.937 -0.047 0.017 0.062
Si 3.995 4.12 2.848 -0.031 0.016 0.022
Si 1.375 6.786 2.736 0.01 -0.014 0.005
Si 4.102 9.42 2.601 0.029 0.001 0.015
Si 1.397 12.229 2.771 0.02 0.019 0.023
Si 4.136 14.958 2.759 0.009 -0.023 0.023
Si 6.783 1.367 2.71 0.021 0.013 -0.004
Si 9.521 4.061 2.687 0.012 -0.005 0.021
Si 6.797 6.881 2.532 -0.046 -0.016 -0.001
Si 9.508 9.533 2.566 -0.009 -0.012 -0.025
Si 6.782 12.223 2.631 0.016 0.023 0.033
Si 9.521 14.998 2.682 -0.016 -0.003 0.025
Si 12.245 1.382 2.805 -0.003 0.016 0.015
Si 14.994 4.05 2.793 0.021 -0.008 0.024
Si 12.292 6.818 2.829 0.022 0.023 0.055
Si 14.994 9.597 2.831 0.002 0 0.052
Si 12.199 12.266 2.641 -0.003 0.026 -0.008
Si 14.921 14.849 2.83 0.026 -0.005 0.006
Si 16.271 16.256 4.182 0.011 0.015 -0.027
Si 2.677 2.758 4.225 -0.019 0.024 -0.008
Si 16.346 5.437 4.122 0 0.002 -0.008
Si 2.765 8.131 4.063 -0.001 0.027 -0.008
Si 16.361 10.916 4.169 -0.02 -0.013 -0.009
Si 2.753 13.604 4.104 -0.027 -0.001 -0.006
Si 5.481 16.314 4.107 -0.029 0.02 0.008
Si 8.161 2.718 4.064 0.024 0.004 -0.012
Si 5.466 5.521 4.024 0.005 -0.008 -0.044
Si 8.144 8.194 3.968 -0.004 -0.011 -0.011
Si 5.435 10.833 3.989 -0.004 0.027 -0.03
Si 8.151 13.596 4.015 -0.017 -0.002 -0.048
Si 10.86 16.325 4.105 0.006 -0.03 -0.031
Si 13.602 2.736 4.152 -0.007 -0.023 -0.004
Si 10.868 5.428 4.083 0.014 0.003 -0.019
Si 13.63 8.202 4.154 0.015 -0.019 -0.016
Si 10.845 10.884 3.988 -0.005 -0.006 -0.002
Si 13.538 13.528 4.133 0.031 -0.027 0.008
Si 17.662 14.954 16.299 0 0.011 0.007
Si 4.115 17.642 16.287 -0.013 0.018 0.01
Si 17.644 4.061 16.202 -0.014 0.002 -0.027
Si 4.096 6.804 16.249 -0.004 -0.004 0.009
Si 17.701 9.563 16.255 -0.003 0.022 0.006
Si 4.095 12.226 16.301 0.004 -0.008 0.011
Si 6.845 14.959 16.37 0.013 -0.013 0.005
Si 9.575 17.662 16.433 -0.01 0.016 0.013
Si 6.84 4.059 16.311 0.003 0.027 0.002
Si 9.499 6.782 16.314 -0.011 0.009 0.005
Si 6.819 9.544 16.305 0.006 0.013 0.001
Si 9.49 12.259 16.345 -0.01 -0.009 -0.011
Si 12.225 14.984 16.409 0.017 -0.021 0.02
Si 14.951 17.69 16.319 0.01 -0.007 0.007
Si 12.232 4.053 16.357 -0.011 0.004 0.021
Si 14.911 6.769 16.251 0.019 -0.027 -0.007
Si 12.204 9.512 16.285 -0.019 -0.015 0.006
Si 14.955 12.327 16.317 -0.018 0.01 -0.004
Si 19.041 16.301 17.622 0.008 -0.024 0.017
Si 5.516 2.647 17.635 -0.017 -0.006 0.001
Si 19.058 5.361 17.505 -0.02 0.014 0.005
Si 5.407 8.212 17.612 -0.016 -0.008 0.005
Si 19.049 10.892 17.682 -0.03 -0.011 0.001
Si 5.43 13.598 17.663 -0.019 0.006 0.029
Si 8.252 16.252 17.801 0.028 -0.024 0.009
Si 10.966 2.685 17.821 0.015 -0.011 0.034
Si 8.148 5.44 17.702 0.02 -0.035 0.024
Si 10.865 8.128 17.663 0.006 0.008 -0.024
Si 8.184 10.861 17.719 0.031 0.018 0.039
Si 10.794 13.635 17.748 -0.006 0.021 -0.003
Si 13.611 16.374 17.745 -0.006 0.011 0.013
Si 16.294 2.78 17.632 0.018 0.013 0.027
Si 13.554 5.461 17.69 0.014 0.04 0.012
Si 16.314 8.152 17.491 -0.008 -0.014 0.005
Si 13.524 10.961 17.566 0.011 0.035 0
Si 16.325 13.654 17.743 -0.024 0.007 0.005
Si 17.735 17.762 18.901 0.002 0.009 -0.046
Si 4.099 4.011 18.876 -0.021 -0.027 -0.046
Si 17.687 6.744 18.766 -0.012 0.006 -0.054
Si 4.044 9.489 19.055 -0.002 -0.023 0.002
Si 17.731 12.284 19.061 0.017 0.017 -0.022
Si 4.014 14.912 19.025 -0.014 -0.018 -0.025
Si 6.844 17.609 19.065 -0.024 0.02 0.015
Si 9.568 4.108 19.071 -0.032 0.061 -0.023
Si 6.71 6.844 18.965 0.03 0.014 -0.032
Si 9.549 9.442 19.075 -0.038 0.021 -0.024
Si 6.798 12.256 19.016 -0.005 -0.012 -0.015
Si 9.617 14.976 19.331 0.072 -0.012 0.062
Si 12.372 17.67 19.296 0.008 0.053 0.037
Si 14.895 4.094 19.036 -0.001 -0.022 -0.022
Si 12.216 6.839 19.084 0.008 -0.008 -0.02
Si 14.96 9.588 18.741 0.01 -0.014 -0.078
Si 12.093 12.184 19.013 -0.004 -0.069 0.009
Si 14.969 15.056 19.117 0 0.001 0.018
Si 16.379 16.582 20.351 -0.055 -0.011 0.01
Si 19.162 2.672 20.317 0.007 -0.055 0.075
Si 16.342 5.49 20.179 0.021 0.031 0.068
Si 18.992 7.95 20.242 0.051 0.021 0.044
Si 16.351 10.774 20.163 0.048 -0.022 0.048
Si 19.005 13.632 20.553 0.013 0.027 0.074
Si 5.407 16.242 20.352 -0.012 -0.016 0.036
Si 8.244 2.65 20.377 0.061 -0.065 0.02
Si 5.307 5.447 20.217 -0.019 0.03 0.024
Si 8.079 8.128 20.373 0.007 0.032 0.04
Si 5.394 10.926 20.36 -0.004 0.006 0.052
Si 8.117 13.536 20.522 0.013 0.019 0.032
Si 11.146 16.285 20.835 -0.06 -0.058 -0.056
Si 13.711 2.832 20.674 -0.051 -0.042 0.02
Si 10.894 5.486 20.528 -0.002 -0.029 0.057
Si 13.628 8.371 20.174 -0.046 0.003 0.008
Si 10.885 10.754 20.531 0.024 0.004 0.005
Si 13.485 13.568 20.251 0 0.079 -0.026
Si 17.885 15.431 21.667 0.029 -0.225 -0.795
Si 20.28 17.414 21.762 0.053 0.228 -0.743
Si 17.757 4.138 21.43 0.032 -0.008 -0.48
Si 19.965 6.328 21.686 0.112 0.058 -0.735
Si 17.413 9.125 21.436 -0.01 0.082 -0.686
Si 4.318 12.438 21.822 -0.272 -0.041 -0.774
Si 6.466 14.706 21.758 0.198 0.012 -0.723
Si 9.847 18.01 21.874 -0.007 -0.2 -0.771
Si 6.885 4.246 21.381 -0.007 -0.218 -0.726
Si 9.113 6.497 21.71 0.351 0.316 -0.698
Si 6.872 9.68 21.651 -0.064 -0.166 -0.761
Si 9.156 11.791 21.737 0.163 0.18 -0.78
Si 12.654 14.697 22.17 -0.248 0.152 -0.739
Si 15.567 18.239 21.911 -0.175 -0.002 -0.731
Si 12.038 3.979 21.961 0.2 0.164 -0.814
Si 15.176 7.152 21.325 0.17 -0.105 -0.661
Si 12.7 9.815 21.835 -0.385 -0.272 -0.691
Si 14.791 12.009 21.291 0.057 -0.027 -0.712
Si 18.071 17.578 26.334 -0.035 0.021 -0.096
Si 13.868 17.517 27.482 -0.121 0.042 -0.1
Si 12.668 4.067 27.251 -0.081 -0.038 0.008
Si 21.479 12.846 29.863 -0.021 0.028 0.004
Si 20.483 7.656 31.614 0.004 0.029 0.15
Si 6.558 9.368 32.17 -0.037 -0.082 0.047
Si 10.919 6.003 28.278 -0.087 0.064 0.092
Si 22.213 17.368 31.594 -0.046 0.084 0.082
Si 10.882 18.734 30.137 -0.021 0.077 0.075
Si 20.539 19.937 31.916 -0.068 0.052 0.165
Si 15.01 11.881 29.092 0.004 -0.102 -0.124
Si 16.616 18.126 28.894 -0.033 0.182 0.058
Si 8.961 17.662 32.253 0.044 -0.08 0.165
Si 16.64 4.919 28.201 0.026 -0.055 0.045
Si 15.324 17.811 24.941 -0.005 -0.046 -0.165
Si 19.953 10.703 28.468 0.016 0.085 -0.074
Si 7.658 3.672 25.643 -0.085 0.098 -0.164
Si 10.735 8.782 28.95 -0.011 -0.044 -0.018
Si 9.065 15.349 29.046 -0.096 -0.127 -0.006
Si 6.552 16.968 28.728 -0.091 -0.116 0.088
Si 15.512 14.268 23.224 -0.239 0.149 -0.219
Si 17.272 12.97 24.918 -0.113 0.02 -0.101
Si 5.844 3.606 27.934 -0.066 0.021 0.014
Si 8.02 13.155 31.084 -0.023 0.055 0.102
Si 16.849 11.134 31.306 -0.005 0.089 0.065
Si 20.008 9.035 26.018 -0.038 -0.071 -0.082
Si 5.746 14.463 27.157 0.114 -0.019 0.015
Si 5.519 2.846 23.821 0 -0.249 -0.149
Si 14.032 14.184 30.838 0.09 -0.083 0.202
Si 10.006 7.977 26.35 -0.024 -0.065 -0.035
Si 15.143 4.563 25.602 0.017 0.025 0.101
Si 13.594 5.958 23.713 -0.1 -0.061 -0.1
Si 9.237 10.487 31.155 -0.017 -0.098 0.225
Si 19.258 6.308 27.382 0.004 0.077 -0.094
Si 12.431 8.615 24.838 0.146 0.095 -0.105
Si 17.643 12.762 27.718 0.029 -0.059 -0.047
Si 12.099 16.209 29.517 0.039 0.012 -0.029
Si 10.225 13.703 23.766 0.142 0.049 0.041
Si 8.226 6.478 24.479 0.055 0.093 -0.119
Si 12.263 4.334 32.027 0.011 0.016 0.185
Si 20.983 5.435 29.78 -0.17 -0.013 0.072
Si 19.861 3.728 26.038 0.085 -0.023 0.087
Si 5.483 7.804 23.795 -0.043 -0.006 -0.174
Si 16.693 15.931 31.056 -0.099 -0.035 0.132
Si 19.156 14.773 26.235 -0.076 -0.076 0.074
Si 14.442 6.518 32.004 0.094 -0.133 0.176
Si 18.824 10.787 23.684 0.147 0.064 0.019
Si 8.426 16.039 23.65 -0.074 -0.003 -0.014
Si 8.529 14.511 26.111 0.001 -0.005 -0.149
Si 18.188 8.739 30.086 -0.123 0.044 0.096
Si 15.451 7.454 29.27 0.008 0.034 0.021
Si 9.985 3.518 27.426 -0.105 0.172 0.029
Si 13.582 9.46 27.67 -0.071 0.045 -0.048
Si 18.715 13.725 31.241 0.091 -0.148 0.162
Si 1.375 14.933 5.487 -0.029 -0.027 0.004
Si 4.093 1.352 5.465 -0.012 -0.032 -0.01
Si 1.348 4.123 5.55 0.006 -0.004 0.019
Si 4.119 6.818 5.451 -0.004 -0.021 -0.004
Si 1.402 9.499 5.445 0.009 -0.01 -0.002
Si 4.106 12.201 5.409 0.019 -0.009 -0.016
Si 6.829 14.942 5.439 0.023 0.006 -0.005
Si 9.502 1.364 5.451 0 0.007 -0.001
Si 6.799 4.112 5.389 -0.02 0.006 -0.01
Si 9.487 6.822 5.379 -0.006 -0.002 -0.016
Si 6.808 9.526 5.385 -0.004 -0.009 -0.007
Si 9.508 12.238 5.386 0.005 0.005 -0.005
Si 12.212 14.948 5.459 0.004 0.019 -0.007
Si 14.937 1.347 5.505 0.012 0.012 -0.01
Si 12.222 4.092 5.476 0.004 0.015 -0.002
Si 14.977 6.804 5.472 0.007 0 0.003
Si 12.206 9.556 5.423 0.005 0.024 -0.007
Si 14.944 12.229 5.498 0.008 0.004 0.008
Si 2.733 16.314 6.826 -0.002 0.009 -0.003
Si 5.457 2.742 6.784 -0.003 0.012 -0.012
Si 2.755 5.473 6.842 -0.008 -0.008 0.004
Si 5.467 8.184 6.792 -0.005 -0.002 0.002
Si 2.744 10.871 6.801 -0.008 -0.006 -0.001
Si 5.454 13.577 6.778 0 -0.004 -0.001
Si 8.161 16.313 6.809 0.008 -0.012 0.003
Si 10.866 2.718 6.814 0.002 -0.002 0.001
Si 8.154 5.456 6.767 0.003 0.001 -0.001
Si 10.852 8.171 6.763 -0.001 0.005 -0.005
Si 8.16 10.881 6.761 -0.013 0.009 0.004
Si 10.853 13.582 6.793 0 -0.005 0
Si 13.57 16.305 6.834 0.006 -0.002 0
Si 16.304 2.72 6.853 0.012 0.019 -0.011
Si 13.595 5.453 6.82 -0.002 0.004 -0.006
Si 16.346 8.159 6.818 0.014 -0.014 -0.001
Si 13.574 10.871 6.825 0.014 -0.001 0.004
Si 16.313 13.594 6.837 -0.008 0.001 0
Si 17.69 1.359 8.183 -0.004 -0.007 0.002
Si 4.1 4.079 8.171 -0.007 0.006 -0.001
Si 17.697 6.814 8.191 0.011 0.018 0.007
Si 4.1 9.523 8.163 0.01 0.01 0.007
Si 17.686 12.223 8.163 -0.016 -0.005 -0.012
Si 4.098 14.94 8.156 -0.021 -0.003 0
Si 6.803 1.369 8.151 -0.004 0 -0.006
Si 9.506 4.095 8.146 -0.001 0.003 -0.004
Si 6.807 6.805 8.148 -0.01 0 0.006
Si 9.511 9.526 8.14 0.004 -0.003 0.004
Si 6.812 12.233 8.146 0.004 0.003 0.007
Si 9.515 14.951 8.163 0.003 0.016 0.008
Si 12.218 1.356 8.177 0.002 -0.005 0.003
Si 14.943 4.089 8.188 -0.013 -0.015 0.003
Si 12.22 6.822 8.146 0.007 -0.009 -0.005
Si 14.957 9.513 8.163 -0.014 -0.014 -0.007
Si 12.222 12.244 8.169 0.014 -0.003 0.003
Si 14.952 14.96 8.184 0.03 0.006 0
Si 16.321 16.319 9.531 -0.015 0.012 0.003
Si 2.736 2.72 9.532 0.007 0.002 0
Si 16.321 5.446 9.533 0.013 0.001 -0.004
Si 2.737 8.174 9.534 -0.017 -0.004 0.002
Si 16.314 10.879 9.522 0.015 0.006 0
Si 2.724 13.592 9.513 -0.008 -0.006 -0.004
Si 5.45 16.319 9.511 0.002 0.006 -0.003
Si 8.163 2.723 9.514 -0.001 -0.001 0.003
Si 5.457 5.443 9.521 0.004 -0.008 0.001
Si 8.164 8.162 9.508 -0.006 -0.006 0.003
Si 5.453 10.884 9.517 -0.014 -0.01 -0.002
Si 8.158 13.595 9.521 0 -0.001 -0.002
Si 10.868 16.31 9.529 0.006 -0.01 0.001
Si 13.584 2.719 9.528 0.012 0.011 -0.001
Si 10.87 5.448 9.505 -0.001 0.002 0
Si 13.586 8.165 9.52 0.015 -0.001 -0.001
Si 10.868 10.878 9.52 0.001 0.002 0.001
Si 13.586 13.6 9.531 -0.01 0.004 0.005
Si 17.685 14.953 10.877 0.009 -0.009 -0.006
Si 4.097 1.351 10.887 -0.011 -0.007 0.005
Si 17.685 4.079 10.881 -0.009 -0.006 0.008
Si 4.091 6.798 10.879 -0.006 0.005 0
Si 17.682 9.531 10.879 -0.001 -0.01 -0.004
Si 4.085 12.241 10.872 0.005 0.008 -0.004
Si 6.808 14.965 10.879 -0.003 0.002 0.006
Si 9.517 1.358 10.88 0.005 -0.005 0.002
Si 6.811 4.077 10.883 -0.011 0.013 -0.002
Si 9.518 6.802 10.875 -0.001 0.002 -0.003
Si 6.808 9.52 10.87 0.004 0.003 -0.004
Si 9.52 12.244 10.885 -0.001 -0.005 0.007
Si 12.23 14.961 10.892 0.008 0.017 0.007
Si 14.952 1.36 10.877 0.007 0.006 -0.002
Si 12.22 4.081 10.871 0.003 -0.006 -0.004
Si 14.948 6.807 10.88 -0.018 -0.002 0.002
Si 12.232 9.526 10.886 0.01 0.001 0.006
Si 14.952 12.242 10.883 0.009 -0.006 -0.003
Si 2.736 16.301 12.238 -0.016 0.011 0.011
Si 5.464 2.71 12.248 0.016 0.005 0.005
Si 2.727 5.438 12.237 0.012 0.006 0.003
Si 5.457 8.156 12.227 -0.002 -0.005 -0.003
Si 2.724 10.889 12.233 -0.019 0.007 0.002
Si 5.441 13.604 12.227 -0.014 -0.012 -0.005
Si 8.174 16.315 12.249 -0.004 0.009 -0.008
Si 10.88 2.712 12.242 -0.009 0.01 -0.001
Si 8.177 5.428 12.242 -0.003 -0.002 0.004
Si 10.868 8.162 12.24 -0.001 -0.012 0.004
Si 8.158 10.882 12.234 -0.007 -0.006 -0.005
Si 10.874 13.605 12.258 0.007 0.002 -0.004
Si 13.586 16.334 12.24 0.022 -0.006 -0.005
Si 16.321 2.71 12.228 -0.013 0.002 0.001
Si 13.578 5.439 12.224 0.009 -0.015 0
Si 16.308 8.179 12.229 0.023 0.01 -0.004
Si 13.586 10.895 12.25 0.002 0.006 0.002
Si 16.31 13.611 12.237 -0.003 -0.001 0
Si 17.68 17.657 13.578 0.015 -0.009 -0.002
Si 4.091 4.07 13.591 -0.017 0.01 0.011
Si 17.673 6.815 13.567 -0.037 0.008 0.006
Si 4.102 9.526 13.572 0.002 -0.015 0.002
Si 17.677 12.254 13.583 0.001 0.001 -0.007
Si 4.099 14.949 13.611 0.019 -0.012 0.004
Si 6.837 17.677 13.619 -0.007 -0.011 0.004
Si 9.528 4.058 13.61 0.011 -0.005 -0.003
Si 6.818 6.795 13.585 -0.003 -0.004 -0.007
Si 9.511 9.53 13.598 -0.014 0.015 0.002
Si 6.802 12.251 13.582 -0.007 0.008 -0.012
Si 9.526 14.965 13.632 -0.007 0.005 0
Si 12.231 17.678 13.619 0.004 0.008 -0.008
Si 14.936 4.064 13.563 0.017 0.011 -0.012
Si 12.211 6.781 13.594 0.02 0.008 0.001
Si 14.95 9.538 13.601 -0.001 -0.007 0.003
Si 12.235 12.258 13.626 0.012 -0.005 0.012
Si 14.943 14.98 13.592 -0.019 0.014 -0.005
Si 16.306 16.325 14.953 -0.004 -0.012 -0.004
Si 19.053 2.681 14.925 -0.022 -0.003 0.014
Si 16.289 5.441 14.883 0 -0.006 -0.006
Si 19.049 8.174 14.91 -0.008 0.002 0.01
Si 16.302 10.928 14.951 0.009 0.004 0.015
Si 19.038 13.591 14.957 -0.025 -0.017 0.015
Si 5.491 16.296 14.961 0.006 0.019 0.005
Si 8.218 2.685 15.005 -0.007 0.016 -0.002
Si 5.474 5.424 14.939 0.017 0.001 0.007
Si 8.16 8.159 14.954 0.004 -0.01 0.004
Si 5.457 10.887 14.936 0.012 0.019 -0.003
Si 8.146 13.597 14.966 -0.018 -0.023 -0.008
Si 10.887 16.323 15.009 0 -0.007 0.014
Si 13.593 2.727 14.963 0.025 0.007 0.003
Si 10.872 5.411 14.979 -0.022 -0.018 0.003
Si 13.567 8.16 14.923 0.011 -0.001 0.007
Si 10.85 10.901 14.967 0.01 0.002 0.002
Si 13.576 13.661 14.978 0.041 0.005 -0.009
O 16.842 15.125 22.887 0.141 0.078 0.305
O 13.421 5.352 31.557 -0.126 -0.157 -0.424
O 20.645 3.352 27.412 -0.253 -0.461 0.226
O 18.83 5.203 22.168 0.028 -0.141 0.495
O 9.964 10.623 32.605 -0.234 0.325 -0.234
O 20.124 11.598 23.135 0.373 -0.227 0.315
O 8.314 4.888 24.801 0.476 -0.214 0.025
O 10.421 18.82 28.593 0.049 -0.27 -0.245
O 10.894 2.861 22.384 0.055 0.05 0.291
O 4.789 17.909 23.098 -0.043 -0.204 0.536
O 5.998 3.843 22.67 -0.301 0.304 0.212
O 9.276 6.9 23.295 0.584 0.485 0.298
O 13.839 13.63 32.365 0.252 -0.405 -0.222
O 18.83 11.854 28.302 -0.029 0.09 0.374
O 18.639 19.012 25.853 -0.194 0.351 -0.342
O 15.837 13.725 24.721 -0.383 -0.024 0.711
O 12.954 19.409 32.79 -0.148 -0.068 -0.519
O 13.761 11.027 22.086 -0.191 0.125 0.537
O 21.757 18.921 31.574 0.299 0.293 -0.321
O 18.001 15.055 30.659 0.228 0.244 -0.519
O 10.966 6.758 26.84 0.26 -0.255 -0.224
O 16.262 8.136 22.081 0.053 0.002 0.614
O 20.176 13.513 30.572 -0.017 0.188 -0.078
O 17.78 9.326 33.814 -0.058 0.066 -0.372
O 9.068 14.613 27.614 0.175 -0.307 0.144
O 8.984 11.964 30.563 0.347 0.092 -0.63
O 6.791 20.283 33.965 0.164 -0.085 -0.488
O 15.287 3.075 25.085 -0.112 -0.035 -0.245
O 14.014 12.941 29.797 -0.495 0.041 -0.277
O 19.43 5.28 26.14 -0.069 0.231 -0.585
O 21.334 16.608 32.731 -0.397 0.077 -0.146
O 12.859 7.065 24.624 0.024 -0.167 0.443
O 14.559 8.28 28.208 0.033 -0.292 -0.071
O 7.18 8.149 33.027 -0.009 -0.282 -0.398
O 21.392 6.507 30.918 0.563 0.03 0.034
O 19.947 7.604 33.161 0.166 -0.45 0.085
O 20.579 10.11 27.098 0.623 0.028 0.047
O 6.992 15.621 23.023 -0.429 0.478 0.396
O 16.734 17.242 25.486 -0.014 -0.523 0.049
O 16.611 3.45 28.919 -0.003 -0.066 0.291
O 13.702 7.494 33.027 -0.147 -0.184 -0.346
O 18.812 13.942 32.837 -0.052 0.239 -0.052
O 18.354 9.703 22.61 0.243 0.077 0.058
O 17.493 4.134 33.69 -0.175 0.145 -0.309
O 6.692 6.79 24.097 -0.177 -0.439 0.072
O 9.831 12.287 23.132 0.197 -0.394 0.353
O 22.492 10.593 33.142 0.27 0.324 -0.172
O 7.449 17.171 32.01 -0.027 -0.309 -0.161
O 16.648 16.149 32.659 0.526 -0.054 -0.042
O 10.582 15.748 29.312 -0.019 -0.066 0.151
O 7.002 13.937 26.251 -0.161 -0.508 -0.075
O 6.485 18.505 28.291 0.172 -0.024 0.16
O 11.992 15.027 33.568 0.001 -0.052 -0.327
O 21.02 4.842 32.884 -0.049 0.246 -0.4
O 19.095 9.946 25.033 -0.381 -0.119 0.255
O 12.627 4.691 23.332 -0.049 0.035 0.513
O 19.209 9.435 29.081 -0.017 -0.246 -0.112
O 9.949 16.506 32.812 0.008 -0.193 -0.42
O 21.478 8.938 31.475 -0.239 0.199 -0.347
O 12.277 5.12 28.432 0.326 0.256 0.301
O 19.077 7.613 30.808 -0.122 -0.275 -0.185
O 15.266 17.517 28.267 0.151 -0.188 -0.076
O 13.321 9.277 26.058 0.409 0.278 -0.202
O 11.788 13.985 23.388 0.121 -0.257 0.182
O 15.75 5.885 32.741 0.147 0.268 -0.277
O 17.749 12.439 31.001 0.042 -0.019 -0.34
O 8.923 18.841 33.339 0.303 0.135 0.019
O 16.713 3.098 22.236 -0.043 0.003 0.478
O 17.624 11.86 23.806 -0.257 -0.015 -0.349
O 14.763 17.705 33.616 -0.022 0.018 -0.43
O 20.448 6.233 28.476 0.171 0.52 0.075
O 15.384 15.054 30.67 0.057 -0.004 -0.283
O 9.315 6.719 33.734 -0.054 -0.095 -0.436
O 5.614 13.638 28.533 0.153 0.058 -0.049
O 10.874 8.774 25.255 -0.227 0.209 -0.385
O 16.214 11.182 32.789 -0.482 0.355 -0.21
O 11.214 5.054 33.013 -0.132 0.042 -0.302
O 8.815 19.255 26.499 0.141 -0.456 0.048
O 20.022 4.341 30.548 -0.626 -0.059 -0.266
O 9.668 13.657 25.297 0.223 -0.397 0.409
O 10.195 9.638 30.185 0.295 -0.116 0.132
O 15.156 17.554 23.35 -0.143 -0.443 0.322
O 15.646 10.949 30.249 -0.215 -0.373 0.07
O 6.841 18.893 24.746 0.446 -0.355 -0.03
O 14.022 6.577 22.305 -0.291 -0.114 -0.14
O 12.507 9.288 23.364 -0.151 0.133 0.313
O 9.67 4.947 28.18 -0.608 0.077 0.036
O 21.225 8.392 25.177 0.387 0.229 0.16
O 20.769 3.613 24.726 -0.14 0.267 -0.016
O 8.633 7.396 25.75 -0.54 0.06 0.446
O 11.436 3.796 30.753 -0.005 0.389 -0.383
O 6.055 9.022 22.896 -0.104 0.111 0.173
O 20.698 14.31 26.326 0.069 -0.089 -0.262
O 14.135 17.224 25.896 -0.351 -0.306 -0.242
O 8.021 10.708 22.213 -0.079 -0.06 0.383
O 21.105 11.328 29.414 0.462 -0.501 0.313
O 18.492 14.046 24.951 0.198 0.184 -0.452
O 9.453 14.929 23.047 -0.048 0.205 -0.704
O 12.185 9.337 28.486 0.172 -0.03 0.271
O 11.283 3.742 26.469 -0.003 -0.289 -0.878
O 19.12 16.376 26.096 0.445 0.06 -0.035
O 7.758 9.817 31.196 -0.08 -0.153 -0.309
O 14.257 10.916 28.019 -0.109 0.213 -0.284
O 17.817 17.664 27.925 0.454 -0.175 0.195
O 20.621 7.015 23.011 -0.009 0.065 0.47
O 6.642 4.318 26.724 0.032 0.707 -0.146
O 12.795 15.129 30.465 -0.254 0.099 0.156
O 14.838 7.453 30.759 -0.004 0.526 0.078
O 17.759 9.82 31.189 0.083 -0.186 0.576
O 15.041 5.551 24.342 0.454 0.163 -0.246
O 10.816 7.192 29.378 0.125 -0.106 0.411
O 13.724 4.8 26.317 -0.182 0.552 -0.079
O 8.301 13.299 32.68 0.464 -0.213 -0.203
O 6.619 14.89 33.791 -0.205 -0.208 -0.402
O 5.965 16.02 27.56 0.02 0.149 -0.403
O 19.404 19.072 32.694 -0.268 -0.387 -0.56
O 18.267 14.257 27.516 -0.073 0.368 0.471
O 15.593 12.938 22.336 0.353 -0.317 0.303
O 15.534 5.887 28.865 -0.445 -0.329 0.017
O 16.919 8.134 29.316 0.236 0.112 -0.224
O 8.474 14.452 30.248 -0.191 0.276 0.298
O 8.411 15.909 25.265 0.028 0.484 0.111
O 16.349 4.816 26.615 0.256 0.216 -0.267
O 13.282 18.999 27.768 0.037 0.041 0.387
O 6.439 12.848 30.856 -0.121 -0.318 0.488
O 22.036 16.745 30.109 -0.498 -0.54 -0.039
O 5.397 13.581 22.319 -0.046 0.135 0.585
O 18.023 5.741 28.268 0.004 -0.078 0.291
O 14.094 15.024 22.944 0.096 0.645 0.402
O 9.723 8.882 27.671 -0.421 0.38 -0.186
O 16.255 12.756 28.526 -0.021 0.389 -0.003
O 16.77 17.388 30.332 0.145 0.266 0.271
O 20.399 12.112 33.751 -0.135 0.004 -0.331
O 5.915 4.57 29.227 0.483 -0.035 0.347
O 12.046 9.389 33.665 0.047 0.069 -0.28
O 17.234 12.145 26.29 -0.312 -0.674 -0.083
O 12.066 17.641 30.271 0.353 0.074 0.423
O 12.879 16.395 28.1 -0.044 -0.24 -0.582
O 9.56 18.262 30.908 -0.292 0.133 -0.525
O 19.193 7.805 26.739 -0.413 0.067 0.041
O 8.986 17.474 23.172 -0.277 0.228 0.526
O 8.114 16.643 28.945 0.276 0.548 -0.13
O 8.023 5.297 21.863 -0.149 0.001 0.031
O 19.079 16.403 22.264 -0.232 -0.032 0.438

Results
total energy: -101650.927 eV
total energy less fixed offsets of O -438.35, Si -107.03 eV per atom: 2.273 eV
